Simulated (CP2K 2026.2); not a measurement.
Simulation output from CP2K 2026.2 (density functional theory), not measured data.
Periodic cell of 1149 atoms, Si864O285, from a study of silicon, its oxide and their interface. The atomic structure is a simulated model.
Doubt: the forces sum to 3.64 eV/angstrom along one axis rather than to zero, so they err by at least 0.0032 eV/angstrom per atom on average; the grid cutoff is modest.

Settings: functional PBE; method Gaussian and plane waves; basis set DZVP-MOLOPT-SR-GTH; pseudopotentials GTH-PBE; grid cutoff 350 Ry, relative cutoff 50 Ry; k points Gamma only; occupations fixed; spin none; net charge 0.

Cell vectors (angstrom)
a	32.64	0	0
b	0	16.32	0
c	-1.716	-1.1164	38.8912

Atoms and the computed forces on them: element, x, y, z (angstrom), force x, y, z (eV/angstrom)
Si	31.583	14.5704	1.0366	-0.1872	-0.4906	0.2234
Si	1.6515	2.2533	0.7386	0.3834	0.0605	0.5079
Si	-1.4923	3.8422	38.5211	0.1101	0.4386	0.3702
Si	0.3654	6.546	1.4099	-0.4714	-0.0461	-0.1884
Si	31.8309	8.7117	1.4419	-0.0475	0.0333	0.1055
Si	3.2818	14.4054	2.8016	0.0387	-0.0164	0.0047
Si	6.3522	1.1095	1.6249	-0.029	-0.0292	0.4856
Si	4.91	3.7289	34.2493	0.0238	0.0839	-0.0278
Si	4.6065	3.7411	1.3284	0.0598	0.2473	0.5715
Si	6.4748	7.4212	1.3851	-0.0125	-0.0024	-0.0635
Si	4.6257	8.9307	1.5143	0.0075	-0.0786	0.0065
Si	6.3881	11.8507	1.104	-0.091	-0.3191	0.5361
Si	7.4975	14.631	0.9332	0.2233	0.1497	0.486
Si	11.5778	1.5176	1.6535	-0.2998	0.1807	0.4369
Si	9.8466	3.3156	1.3825	-0.0413	0.0106	-0.0613
Si	12.2989	6.6927	1.2583	-0.1075	-0.1061	0.7256
Si	9.1232	10.202	1.3666	0.0728	-0.2668	0.7168
Si	12.5898	11.7827	1.3566	0.3655	-0.1799	0.5073
Si	15.1315	14.6833	1.5287	0.3103	-0.2977	0.4088
Si	17.021	1.6897	1.5687	-0.0684	0.3082	0.6142
Si	15.15	3.3297	1.6054	0.2121	-0.0574	0.5264
Si	17.0986	6.2102	0.6643	-0.1629	-0.117	0.6489
Si	14.4619	9.9562	1.2882	0.0164	-0.0023	-0.0073
Si	16.8604	12.8346	1.4233	-0.3479	0.1105	0.5276
Si	20.5905	15.2368	0.7052	0.4555	0.2767	0.4045
Si	22.6367	1.894	1.3605	-0.206	0.2359	0.4733
Si	20.8063	3.5722	1.2077	0.0717	0.0274	-0.0317
Si	23.5885	6.2436	1.4614	0.0291	-0.0231	-0.033
Si	18.9438	8.4693	0.8643	0.2582	0.1145	0.4511
Si	21.2022	10.3256	0.6503	-0.2221	-0.0486	0.4772
Si	26.975	13.7746	0.72	0.4512	-0.4633	0.3773
Si	29.2609	1.8329	0.7312	0.1212	-0.1127	-0.0731
Si	25.3672	4.6177	1.5146	-0.2305	0.1041	0.5598
Si	28.2082	7.1176	1.5133	0.0916	-0.1123	0.7336
Si	26.0555	9.3085	1.6428	-0.1813	0.024	0.6362
Si	28.5522	12.1018	1.3446	-0.2688	0.3432	0.2502
Si	0.0443	0.3776	2.698	0.277	0.0285	0.7532
Si	2.8865	2.8773	2.6651	-0.0485	0.027	-0.1329
Si	32.2358	5.1056	3.0653	-0.1142	-0.144	0.0873
Si	2.8868	7.8884	2.6928	0.2542	0.3129	0.3363
Si	0.3494	10.4378	2.6533	-0.4493	-0.1761	0.2553
Si	30.7093	10.4103	37.024	0.1099	0.0615	-0.125
Si	5.0591	16.0935	3.063	-0.0674	0.0039	0.0637
Si	8.0952	2.4283	2.7531	-0.0113	-0.0464	-0.0253
Si	5.6974	5.4448	2.5392	0.0309	0.0677	-0.0694
Si	8.153	8.4098	2.669	0.0938	0.0452	0.0071
Si	5.3828	10.7675	2.8617	-0.0329	-0.0078	0.0216
Si	8.7384	14.4595	2.8823	0.0209	-0.037	0.0355
Si	10.542	16.1176	2.9959	-0.0574	-0.0375	-0.0579
Si	13.3684	2.5299	2.9241	-0.0597	-0.0206	0.0215
Si	10.8161	5.2811	2.526	-0.0507	0.0152	-0.0484
Si	13.5539	8.176	2.6188	-0.0197	0.0423	0.0012
Si	10.8591	10.9896	2.7416	0.0108	-0.0352	0.0356
Si	13.5211	13.5178	2.7421	-0.0082	0.0131	-0.0775
Si	16.1635	-0.0281	2.9073	-0.0178	0.0349	-0.0125
Si	18.9838	2.6669	2.5281	-0.0302	0.023	0.0069
Si	16.1957	5.2837	2.6309	0.0087	-0.025	-0.0312
Si	19.4071	8.6653	3.0965	-0.0369	-0.0818	0.0281
Si	16.0803	10.9833	2.6787	-0.009	-0.0482	-0.0552
Si	18.6917	13.5706	2.6984	-0.2259	-0.2756	0.5238
Si	21.7626	0.012	2.4592	0.0361	0.0079	-0.0434
Si	24.3569	2.8402	2.6772	0.0212	-0.003	-0.07
Si	21.7562	5.3	2.6203	-0.0669	-0.0268	-0.0112
Si	24.4212	8.0551	2.7435	0.0211	0.0423	0.0217
Si	21.0749	10.348	2.962	0.0627	0.0678	0.0512
Si	24.5611	13.2492	2.6023	-0.0582	0.1576	0.6608
Si	27.8454	16.0514	2.3679	0.2074	-0.4176	0.4092
Si	30.5705	3.3655	2.8325	0.0565	0.1872	0.4639
Si	27.112	5.5174	2.7959	-0.0328	-0.0184	-0.0276
Si	29.9628	8.0758	2.7644	0.0428	0.0371	-0.0776
Si	27.3561	10.7754	2.8681	0.0058	-0.0277	0.0015
Si	30.2358	13.244	2.5021	-0.0085	0.0468	-0.0823
Si	31.4137	1.6183	4.1823	-0.0786	0.0304	0.0085
Si	1.4421	4.0992	4.1178	-0.0027	0.0536	-0.0155
Si	31.1658	6.7402	4.2995	0.0542	0.0462	-0.0002
Si	1.5871	9.2637	4.1626	0.0697	-0.0038	0.0448
Si	31.5933	11.9933	3.9113	0.018	-0.0048	-0.0468
Si	1.4435	15.2181	4.0444	-0.074	0.0269	-0.1234
Si	3.9698	1.4461	4.2223	-0.0068	0.0087	0.0325
Si	6.9225	4.061	4.0041	-0.0106	-0.0181	0.0043
Si	4.2612	6.6236	4.0611	-0.0119	0.0133	0.0019
Si	6.8726	9.6144	4.2241	-0.0085	-0.0578	-0.0855
Si	4.0629	12.3751	3.9781	-0.0145	0.0593	-0.0607
Si	6.85	15.081	4.2438	0.0283	-0.0229	-0.0027
Si	9.4389	1.3414	4.3306	-0.0336	-0.0218	0.031
Si	12.1809	4.1428	4.1113	-0.0418	0.015	-0.0145
Si	9.4974	6.8101	3.8797	0.022	-0.0044	-0.0269
Si	12.146	9.475	4.0514	0.0055	-0.0279	-0.0523
Si	9.567	12.4777	4.0438	-0.0478	0.0851	-0.0661
Si	12.1982	14.9209	4.1338	0.0177	-0.002	-0.0028
Si	14.7966	1.2718	4.2666	0.0366	-0.0052	0.0395
Si	17.7089	4.0725	3.9844	0.0016	-0.0386	-0.044
Si	14.9453	6.8117	3.9677	-0.0161	-0.0194	0.0155
Si	17.5379	9.6599	4.0791	-0.0182	0.0395	-0.0043
Si	14.8539	12.2515	4.1983	0.0041	0.0084	0.0055
Si	17.6074	14.9973	4.2015	0.0267	-0.0477	-0.0461
Si	20.3174	1.2564	3.9223	-0.0361	0.0025	-0.0351
Si	23.0407	4.0731	4.1612	0.0093	0.0442	-0.0322
Si	20.434	6.7542	4.0147	0.0377	-0.0244	-0.0362
Si	23.009	9.4477	4.0334	0.041	0.0048	-0.0272
Si	20.1696	12.2312	4.02	-0.0245	0.0814	-0.0178
Si	23.1431	14.862	3.7701	-0.0035	-0.0427	-0.0262
Si	25.7114	1.3649	3.9233	-0.2233	0.3396	0.348
Si	28.6145	4.1399	3.9844	0.0322	-0.0389	-0.0035
Si	25.8141	6.8405	4.2147	-0.0384	0.0141	-0.023
Si	28.7394	9.4869	4.1864	-0.0138	-0.0686	0.0199
Si	25.9458	12.157	4.1352	-0.0141	0.0417	-0.0149
Si	28.9328	14.7328	3.9274	-0.0453	0.0246	-0.0149
Si	30.0645	-0.0003	5.3158	-0.0273	-0.0073	-0.0033
Si	0.1514	2.7905	5.6067	0.0138	0.0362	-0.0222
Si	29.8022	5.4185	5.5956	0.0036	-0.0416	-0.0012
Si	0.0512	8.0777	5.5003	-0.0145	0.0298	-0.0213
Si	30.1234	10.8766	5.4318	0.0141	0.0175	0.0453
Si	0.1359	13.6015	5.2601	0.0341	-0.0188	0.0006
Si	2.6521	0.1242	5.6104	0.0479	-0.018	0.0316
Si	5.4673	2.8023	5.4295	-0.0243	-0.0206	-0.0088
Si	2.8048	5.4351	5.4759	-0.0211	0.0048	0.0024
Si	5.4925	8.141	5.4354	0.0452	-0.0204	-0.0203
Si	2.7778	10.9198	5.3863	0.0173	-0.041	0.0111
Si	5.4978	13.5736	5.4578	0	0.0178	-0.0394
Si	8.077	0.0772	5.7076	0.0553	-0.024	0.0105
Si	10.8517	2.7827	5.5099	0.0089	0.0069	-0.0229
Si	8.2009	5.4715	5.3748	0.0177	0.0208	-0.0012
Si	10.82	8.1075	5.3849	-0.0275	-0.0099	-0.0061
Si	8.2252	11.0429	5.4514	-0.0082	0.0303	-0.0457
Si	10.8865	13.6304	5.5671	-0.0287	0.0559	0.0474
Si	13.4984	-0.0783	5.587	-0.0222	-0.0162	0.0135
Si	16.3049	2.718	5.3853	0.0178	0.0394	-0.0084
Si	13.5825	5.5006	5.4041	0.052	0.0088	-0.0074
Si	16.2739	8.165	5.3796	0.0204	-0.0321	-0.0131
Si	13.4987	10.8326	5.4682	-0.0191	0.0413	-0.061
Si	16.2471	13.6065	5.5236	-0.0185	-0.0207	-0.0021
Si	19.0362	0.0097	5.4524	-0.0233	0.0391	0.0182
Si	21.6703	2.6227	5.3697	0.0486	-0.0607	-0.0124
Si	19.0308	5.4321	5.3744	-0.0165	0.0264	0.0023
Si	21.7788	8.0589	5.4622	-0.0216	0.0058	0.0142
Si	18.8841	10.9532	5.5052	0.0152	-0.0222	0.0061
Si	21.723	13.58	5.2311	0.0246	-0.0009	-0.023
Si	24.4261	-0.0701	5.2803	0.0102	-0.0186	-0.0315
Si	27.24	2.6589	5.2568	-0.0363	0.0133	-0.0348
Si	24.4595	5.415	5.4928	0.0186	-0.0141	-0.0012
Si	27.2501	8.1811	5.5001	0.0264	-0.028	0.004
Si	24.4487	10.8189	5.3777	-0.0061	-0.0164	0.0003
Si	27.3521	13.6004	5.3453	0.0192	0.0323	-0.0347
Si	31.3909	14.9411	6.6925	-0.0177	-0.0033	-0.0073
Si	1.3625	1.4054	7.0183	0.0212	0.0099	0.0019
Si	31.2991	4.1037	6.8615	0.0357	0.0315	-0.0232
Si	1.4164	6.7573	6.8481	-0.0223	0.0167	0.0168
Si	31.3784	9.5	6.8414	-0.0106	-0.0091	-0.0243
Si	1.4055	12.2604	6.749	-0.0143	-0.0086	0.0122
Si	4.1045	14.9891	6.7896	-0.0032	0.0185	-0.0362
Si	6.7187	1.4667	6.9343	-0.008	0.0438	-0.0203
Si	4.1132	4.0833	6.8574	0.015	0.0018	-0.0274
Si	6.8317	6.7875	6.7961	-0.0173	0.0048	-0.0194
Si	4.1281	9.5396	6.7694	-0.0356	0.0268	-0.0479
Si	6.8145	12.2602	6.873	0.0396	0.012	0.0179
Si	9.4977	14.9797	6.9168	0.0029	-0.0206	-0.017
Si	12.1738	1.3714	6.8607	-0.0186	-0.0027	0.0117
Si	9.4953	4.1375	6.8363	0.0037	0.034	-0.0061
Si	12.2074	6.8165	6.7873	0.0052	-0.0166	0.0235
Si	9.523	9.5475	6.7578	0.025	0.0021	-0.0084
Si	12.2046	12.2074	6.8745	0.0181	-0.0167	-0.0128
Si	14.9048	14.9341	6.9026	0.0249	-0.0223	0.0232
Si	17.6586	1.3739	6.7835	-0.0179	0.0237	0.0074
Si	14.9503	4.1047	6.7465	-0.0089	-0.0283	-0.0341
Si	17.671	6.8122	6.7324	-0.0062	0.0203	-0.0084
Si	14.9102	9.4939	6.7867	0.0339	-0.0058	0.0046
Si	17.604	12.2797	6.8988	-0.0408	0.0091	0.0388
Si	20.4286	14.929	6.7175	-0.0057	-0.0351	-0.0115
Si	23.0894	1.2817	6.7035	-0.0033	0.0145	-0.0048
Si	20.3689	4.0437	6.7413	0.0023	-0.0108	0.0115
Si	23.1349	6.7712	6.8609	0.0051	-0.0185	0.0365
Si	20.3566	9.5081	6.7167	-0.0133	-0.002	-0.0031
Si	23.0894	12.2462	6.6678	-0.0137	0.0029	-0.0071
Si	25.8905	14.9578	6.6474	-0.0006	0.0089	0.0018
Si	28.5988	1.3084	6.6633	0.0255	0.033	0.0038
Si	25.8868	4.0075	6.7176	0.0211	-0.0088	-0.0017
Si	28.51	6.8061	6.9162	-0.0367	-0.0166	0.0369
Si	25.8405	9.5335	6.7916	-0.0066	-0.0203	-0.0069
Si	28.6751	12.2378	6.7409	-0.0144	-0.008	-0.0003
Si	-0.0024	-0.0484	8.2076	-0.0074	-0.0173	-0.0108
Si	2.7714	2.7568	8.2737	0.0094	0.0043	0.0168
Si	0.0236	5.4472	8.2198	0.0065	-0.0075	0.0193
Si	2.7461	8.195	8.1536	0.0041	0.0125	-0.0089
Si	0.06	10.9124	8.161	-0.0063	0.0127	0.0023
Si	2.7535	13.6067	8.1456	0.0064	-0.0285	-0.0113
Si	5.399	0.023	8.2241	0.0031	-0.0004	-0.0034
Si	8.1356	2.7973	8.2291	-0.0149	0.0222	-0.0079
Si	5.4617	5.4652	8.1919	-0.0058	-0.0026	-0.0093
Si	8.1649	8.1845	8.1425	-0.0175	0.0099	-0.0142
Si	5.4615	10.8626	8.1855	0.0211	-0.0328	0.0119
Si	8.1466	13.6098	8.2481	-0.0054	0.0202	0.0102
Si	10.8424	0.03	8.2514	-0.0125	0.0127	0.0031
Si	13.5977	2.7393	8.1415	0.0118	-0.0088	-0.0026
Si	10.874	5.4655	8.1825	0.0003	0.0075	-0.002
Si	13.5651	8.1577	8.1667	-0.025	0.0033	-0.0019
Si	10.8501	10.8501	8.2042	0.0015	-0.0176	0.0011
Si	13.563	13.5624	8.2352	0.0224	0.0027	0.0013
Si	16.3074	0.014	8.1663	0.0012	0.0063	-0.0044
Si	19.0185	2.7239	8.1409	-0.0078	0.0097	0.016
Si	16.3112	5.4537	8.1121	0.0132	0.0099	0.0137
Si	19.0287	8.1575	8.115	-0.0109	-0.0093	-0.0056
Si	16.2589	10.8564	8.1786	-0.0037	0.0054	-0.0059
Si	19.0528	13.6283	8.1446	-0.0043	-0.0013	0.0053
Si	21.7664	-0.0442	8.1108	-0.0108	0.0136	0.0116
Si	24.4891	2.6564	8.0567	-0.0081	-0.0004	-0.0085
Si	21.7438	5.3855	8.1327	-0.0015	0.0033	0.0069
Si	24.5089	8.1562	8.1663	-0.0018	-0.0079	0.0039
Si	21.7434	10.8823	8.0649	0.0121	-0.0097	-0.0204
Si	24.5071	13.5938	8.0208	0.0065	-0.0076	0.0018
Si	27.2216	-0.0076	8.0576	-0.0071	-0.008	0.0188
Si	29.9285	2.6645	8.1145	-0.0012	-0.0159	-0.0068
Si	27.1637	5.3831	8.1776	-0.0084	-0.0023	0.0026
Si	29.9544	8.1675	8.1819	0.0297	-0.0098	0.0013
Si	27.2507	10.9035	8.0997	0.0102	-0.0156	-0.0077
Si	29.9974	13.6244	8.0974	0.0043	0.0036	-0.0017
Si	31.2913	1.394	20.4766	-0.0033	0.0146	-0.0075
Si	1.3425	4.0736	20.4932	-0.0101	-0.0003	0.0021
Si	31.2714	6.7884	20.4709	-0.0016	0.004	-0.0024
Si	1.3425	9.5079	20.4932	-0.0088	0.0026	0.0169
Si	31.2877	12.2246	20.4648	-0.0097	-0.0121	-0.0049
Si	1.3564	14.9527	20.5017	0.0141	0.0273	0.004
Si	4.0869	1.3439	20.4831	-0.0043	-0.016	-0.0078
Si	6.7706	4.0419	20.441	-0.0112	0.0122	-0.0034
Si	4.0648	6.7901	20.4802	0.0086	-0.0106	0.0027
Si	6.7833	9.5068	20.4603	0.0042	0	0.0017
Si	4.0751	12.243	20.4783	0.0162	0.0051	-0.0001
Si	6.7896	14.9326	20.4735	-0.0066	-0.0128	-0.0012
Si	9.4847	1.3066	20.4197	-0.0216	0.0077	0.001
Si	12.2318	4.0279	20.3741	0.0158	-0.0204	0.0069
Si	9.4707	6.7559	20.396	0.0047	-0.0067	-0.0049
Si	12.2024	9.4927	20.3447	-0.0053	0.0004	0.0018
Si	9.4904	12.2018	20.4164	0.0013	-0.0053	-0.0049
Si	12.2048	14.9439	20.3572	-0.0103	0.0093	0.0141
Si	14.9337	1.3726	20.3123	-0.0011	-0.0094	0.011
Si	17.6465	4.1217	20.2836	-0.0024	0.0055	0.0032
Si	14.9433	6.7679	20.3115	-0.0125	0.0015	0.0005
Si	17.7192	9.4937	20.2786	-0.001	0.0032	-0.0076
Si	14.9581	12.2484	20.27	-0.0087	-0.004	-0.0046
Si	17.6959	14.9814	20.2512	0.0053	-0.0088	-0.0063
Si	20.428	1.409	20.2431	0.0062	-0.0193	-0.0025
Si	23.15	4.1394	20.3491	-0.0192	0.0312	-0.0073
Si	20.4199	6.838	20.3271	0.0161	-0.0035	0.0115
Si	23.1504	9.5603	20.3552	-0.0053	-0.0034	-0.0004
Si	20.4567	12.2385	20.2928	0.0101	-0.0006	-0.0071
Si	23.1732	14.9743	20.2719	-0.004	0.0038	-0.0091
Si	25.8837	1.4099	20.3947	0.0101	0.0049	0.0128
Si	28.5907	4.1162	20.4534	0.0033	0.0062	-0.0022
Si	25.8947	6.8243	20.4079	-0.0009	-0.0035	-0.0019
Si	28.5776	9.5102	20.4606	-0.0028	0.0097	0.0008
Si	25.8574	12.2431	20.3741	0.0075	0.0058	-0.0019
Si	28.5663	14.9937	20.4234	0.0052	-0.0079	0.0056
Si	29.8936	0.0572	21.8088	-0.0066	0.0048	-0.0104
Si	-0.0137	2.7405	21.8997	0.0019	-0.0281	0.0127
Si	29.9307	5.4518	21.8809	-0.0232	-0.0044	-0.0012
Si	-0.0181	8.1226	21.8548	0.0168	0.0079	0.0005
Si	29.9429	10.8565	21.8376	0.0297	0.022	-0.0059
Si	-0.0142	13.5789	21.8528	-0.0003	-0.0229	0.0136
Si	2.7416	-0.0121	21.8614	-0.0038	0.015	-0.0002
Si	5.4642	2.6795	21.8573	0.0171	-0.0045	0.009
Si	2.7143	5.4233	21.8517	-0.0054	0.0284	0.0027
Si	5.4401	8.1448	21.8387	-0.0108	-0.0118	-0.0054
Si	2.7136	10.8876	21.8344	-0.0149	-0.0186	-0.0062
Si	5.433	13.5912	21.8679	-0.0071	-0.0043	0.0054
Si	8.1625	-0.0551	21.8451	0.0132	0.0034	-0.0006
Si	10.8661	2.6589	21.7392	0.0127	-0.0081	-0.0065
Si	8.1189	5.403	21.7898	0.0082	-0.002	-0.0041
Si	10.8346	8.1243	21.7115	0.0134	0.0154	-0.0074
Si	8.1475	10.8568	21.8293	0.013	0.0035	-0.0013
Si	10.8602	13.5707	21.7382	0.0028	-0.011	-0.008
Si	13.5737	0.0069	21.67	-0.001	0.0083	-0.0003
Si	16.2705	2.7787	21.6398	0.0107	0.0194	-0.0071
Si	13.5936	5.4127	21.6989	0.0262	0.0035	0.0021
Si	16.3518	8.1184	21.6093	0.005	0.0124	-0.0074
Si	13.5932	10.8912	21.6126	-0.0007	0.0141	-0.0207
Si	16.3383	13.6133	21.5855	0.005	0.0081	-0.0105
Si	19.0403	0.0726	21.5559	0.0035	0.0079	-0.0217
Si	21.7576	2.7611	21.6324	0.0218	0.0069	-0.0244
Si	18.9913	5.4982	21.6311	-0.021	0.0004	-0.0091
Si	21.7811	8.2063	21.6983	-0.0152	0.0063	-0.0047
Si	19.1044	10.8408	21.6133	0.004	-0.0132	0.0058
Si	21.8426	13.6077	21.6191	-0.0107	-0.0109	0.0031
Si	24.481	0.024	21.6605	0.005	-0.0242	-0.0006
Si	27.2228	2.7771	21.8102	-0.0204	0.0078	0.0022
Si	24.5221	5.475	21.7444	-0.0248	-0.0314	-0.0183
Si	27.2254	8.1567	21.8441	-0.0104	-0.0367	0.0171
Si	24.5068	10.8959	21.7544	-0.0246	-0.0072	0.0096
Si	27.206	13.5989	21.7408	0.0012	-0.0023	-0.0089
Si	31.2286	14.9846	23.1389	-0.028	0.012	0.0051
Si	1.4048	1.3749	23.2167	-0.0093	0.0261	-0.0323
Si	31.2541	4.0964	23.3067	0.0235	-0.0062	-0.0058
Si	1.3285	6.751	23.2343	-0.0313	-0.0151	-0.0146
Si	31.2768	9.4737	23.2411	-0.0267	-0.0177	0.0037
Si	1.3709	12.2295	23.2339	0.0038	0.0036	0.0161
Si	4.0815	14.9469	23.2666	0.0132	0.0174	-0.0215
Si	6.8053	1.2807	23.2416	-0.0368	0.0266	-0.0014
Si	4.117	4.0812	23.1917	-0.0036	0.0005	-0.0152
Si	6.8106	6.7797	23.2	0.0028	-0.0079	-0.0061
Si	4.0588	9.505	23.1844	0.0203	0.007	0.007
Si	6.7964	12.2174	23.2228	-0.0016	-0.0096	0.0051
Si	9.5386	14.8768	23.1888	-0.0048	-0.0047	0.0216
Si	12.2268	1.3079	23.1082	0.0005	-0.0252	0.0115
Si	9.4837	3.9921	23.0862	-0.0334	0.0039	-0.0253
Si	12.1754	6.7294	23.0238	0.0145	-0.0463	-0.0133
Si	9.5237	9.4553	23.1422	-0.018	-0.0091	0.0084
Si	12.2628	12.2086	23.0274	-0.0028	-0.0129	0.009
Si	14.9747	14.957	22.9416	-0.0006	-0.0164	-0.0113
Si	17.6503	1.4048	22.9068	0.0103	0.0023	-0.0189
Si	14.9713	4.1125	23.1009	0.0115	0.0032	0.0089
Si	17.6603	6.8189	23.0737	0.0075	0.0093	0.0115
Si	14.988	9.5122	22.8616	-0.01	0.0285	-0.0343
Si	17.7436	12.2461	22.8618	0.0048	-0.0282	-0.0225
Si	20.4925	15.0828	22.8146	0.0373	0.0181	-0.0147
Si	23.1632	1.4481	22.9823	-0.0442	0.0047	0.0134
Si	20.3115	4.0926	22.9179	-0.0072	0.0038	0.0063
Si	23.182	6.8924	23.0443	0.046	0.0112	0.0177
Si	20.3897	9.507	23.0876	-0.0035	0.0138	-0.0199
Si	23.1211	12.2576	23.0873	-0.0083	0.0318	0.0126
Si	25.8006	14.9676	23.029	-0.021	0.0203	-0.0203
Si	28.5649	1.4361	23.2131	0.0174	0.0083	0.0093
Si	25.8482	4.1378	23.1734	0.0214	-0.0045	-0.0317
Si	28.5643	6.7948	23.2694	0.0499	0.0186	0.0182
Si	25.8543	9.5519	23.1646	-0.0075	0.0228	0.01
Si	28.5559	12.2488	23.1333	-0.0184	-0.0129	-0.0364
Si	-0.0096	-0.0158	24.4736	0.0323	0.0214	-0.0214
Si	2.8	2.7365	24.5844	-0.0125	-0.0241	0.0003
Si	0.026	5.4061	24.7007	0.0177	-0.0201	0.0403
Si	2.6919	8.1417	24.535	-0.0046	0.01	-0.0546
Si	0.0411	10.8131	24.5746	0.0139	-0.0278	-0.043
Si	2.6979	13.6102	24.6365	-0.0015	-0.0168	0.0058
Si	5.443	-0.0423	24.6792	0.0097	-0.0226	-0.0038
Si	8.2546	2.5987	24.5424	0.0325	0.0355	0.0071
Si	5.4587	5.4303	24.5849	-0.0058	-0.0042	-0.0122
Si	8.1862	8.1133	24.5788	0.0257	-0.0047	0.0089
Si	5.407	10.8513	24.5627	0.0282	0.0411	-0.0229
Si	8.1855	13.5339	24.6157	-0.0373	-0.0001	-0.0183
Si	11.0046	-0.1705	24.5261	0.0163	-0.0115	-0.0164
Si	13.5492	2.759	24.4074	-0.0041	-0.017	-0.0142
Si	10.7944	5.3717	24.4199	0.0448	0.0195	0.0039
Si	13.6283	8.1448	24.1658	-0.0206	-0.0067	0.0308
Si	10.961	10.8146	24.4037	-0.027	0.003	-0.0275
Si	13.6922	13.5582	24.3083	0.0269	0.0487	-0.0096
Si	16.289	0.0648	24.2387	0.0257	0.0136	0.0095
Si	18.9133	2.78	24.3021	-0.0282	-0.0109	0.0068
Si	16.3532	5.4681	24.5081	0.0021	-0.0477	0.0068
Si	19.0079	8.1571	24.4764	0.0162	0.025	0.0041
Si	16.401	10.8377	24.1609	0.0332	-0.0063	0.0451
Si	19.1538	13.6929	24.0441	-0.0476	-0.0336	0.0413
Si	21.7323	0.1417	24.2498	-0.0016	-0.0214	-0.0143
Si	24.4963	2.7158	24.4626	0.0622	-0.0287	-0.0421
Si	21.7184	5.466	24.1452	-0.0087	-0.0127	-0.0348
Si	24.4862	8.2268	24.5504	-0.0515	-0.0236	-0.004
Si	21.7257	10.8983	24.4366	0.0388	0.0033	0.0102
Si	24.4704	13.6491	24.4376	-0.016	-0.0034	0.0512
Si	27.0924	0.0362	24.3925	0.0121	0.0212	-0.0301
Si	29.8637	2.7801	24.7166	-0.0108	-0.009	0.0703
Si	27.1558	5.4677	24.637	-0.0995	-0.0281	-0.0026
Si	29.9253	8.1371	24.6777	-0.0087	0.0037	0.006
Si	27.2363	10.9017	24.5336	0.0496	-0.0195	0.0339
Si	29.8283	13.6644	24.5003	0.032	0.0082	0.0451
Si	31.3739	1.3501	25.8967	0.0307	0.0969	0.0103
Si	1.4638	4.0352	26.0395	-0.0383	0.0147	0.0231
Si	31.3067	6.7764	26.088	-0.002	0.0582	-0.0278
Si	1.3935	9.428	26.0115	0.0153	-0.0338	0.0514
Si	31.2733	12.2759	25.7291	-0.0301	0.0025	-0.0335
Si	1.2934	15.0125	25.9506	0.0488	0.0184	-0.0081
Si	4.0872	1.3743	26.0399	-0.0301	-0.0236	0.0089
Si	6.8857	4.0116	25.8431	-0.0169	-0.0355	0.0228
Si	4.0208	6.8133	25.9183	0.0134	-0.0127	0.064
Si	6.7491	9.4628	25.8979	0.0093	0.0089	0.0372
Si	4.0659	12.202	25.9627	0.0114	-0.045	0.0275
Si	6.8335	14.9017	26.0455	0.0269	-0.0448	-0.0026
Si	9.6799	1.191	25.888	-0.0335	0.0509	0.0076
Si	12.17	4.0794	25.8088	-0.0353	-0.0226	0.0075
Si	9.5612	6.7108	25.9279	0.0218	0.0278	0.053
Si	12.4006	9.4452	25.6445	-0.0004	0.0293	0.0644
Si	9.6156	12.078	25.8257	-0.01	-0.0114	0.0282
Si	12.4688	14.7817	25.8539	-0.0545	-0.0391	0.029
Si	14.9426	1.3871	25.6528	-0.0331	0.0127	-0.025
Si	17.6792	4.0583	25.9061	0.0607	0.0328	-0.0039
Si	14.8968	6.9057	25.6685	0.0495	0.0121	0.0512
Si	17.6338	9.6191	25.7524	-0.0366	-0.014	0.0733
Si	15.0822	12.1623	25.5325	-0.005	-0.0052	0.0189
Si	17.7625	14.9828	25.3497	0.0024	-0.0103	-0.0831
Si	20.3273	1.4702	25.5864	0.0284	0.058	-0.0207
Si	22.9832	4.1211	25.5286	-0.0347	0.0331	0.0142
Si	20.4064	6.6552	25.646	-0.0046	-0.0125	0.0562
Si	23.0524	9.5846	25.89	-0.0201	-0.018	0.0015
Si	20.3448	12.4172	25.5732	0.0088	-0.0502	0.0415
Si	23.0648	15.1495	25.6116	0.0094	0.0393	-0.0345
Si	25.7852	1.2859	25.8831	-0.0665	0.0004	0.0247
Si	28.3577	4.0813	26.138	0.1076	-0.0888	0.0786
Si	25.8459	6.9013	26.0118	0.035	-0.008	0.037
Si	28.5558	9.5621	26.0087	-0.0475	-0.0044	-0.0229
Si	25.8565	12.2991	25.8261	-0.0328	-0.004	0.0161
Si	28.354	15.0485	25.8124	-0.0459	-0.003	0.0862
Si	29.8943	-0.0233	27.0534	0.0437	-0.0592	-0.0626
Si	0.5325	2.2099	27.2419	0.1372	-0.1677	-0.5767
Si	29.791	5.527	27.4219	-0.0044	-0.0567	0.1167
Si	0.0276	8.1454	27.5165	-0.0408	0.0235	0.0073
Si	29.9823	11.0264	27.1993	0.0369	-0.0489	0.045
Si	-0.0816	13.5598	27.2076	0.0482	0.0017	0.0463
Si	2.2317	0.4576	27.2303	-0.1404	0.209	-0.5536
Si	5.5519	2.7447	27.3268	-0.0218	-0.0108	0.0556
Si	2.7952	5.4615	27.4306	0.0014	-0.0448	0.0246
Si	5.3717	8.1445	27.3009	0.0192	0.0144	0.0141
Si	2.7167	10.8523	27.3831	-0.0311	-0.0081	0.0454
Si	5.376	13.57	27.3757	0.4246	-0.3796	-0.1323
Si	8.2236	0.0006	27.3387	-0.0024	-0.0061	0.0848
Si	11.0174	2.5818	27.2607	0.053	-0.0071	0.0213
Si	8.1951	5.3041	27.3212	0.0374	0.006	0.0294
Si	11.4882	7.7006	26.9374	0.0678	-0.1657	-0.5443
Si	8.3189	10.6361	27.1758	-0.0566	0.0838	-0.655
Si	11.1867	13.2156	27.1312	0.1072	-0.0452	-0.7805
Si	13.8501	-0.0531	27.1255	0.047	0.0121	0.0576
Si	16.1284	2.7283	27.1613	-0.0458	-0.0051	0.0768
Si	13.1127	5.9514	26.889	-0.0395	0.0043	-0.0439
Si	15.8047	8.6857	26.9426	-0.0692	0.2148	-0.5724
Si	14.1672	10.4562	26.8409	0.0969	-0.1187	0.1055
Si	16.7923	13.3123	26.6121	0.1366	-0.2418	-0.4101
Si	18.9232	0.0416	26.8016	0.1085	-0.061	0.0121
Si	21.4199	3.0755	26.9259	-0.0896	-0.0386	0.0514
Si	19.6569	4.8567	27.021	0.0959	-0.2625	-0.6352
Si	21.8889	7.8284	27.0045	-0.1292	0.32	-0.7337
Si	18.466	11.6181	26.7145	-0.093	-0.0271	-0.0116
Si	21.6828	13.8288	26.8925	-0.0343	-0.0603	0.0802
Si	24.2335	0.0985	27.2142	-0.051	-0.0079	0.0401
Si	27.1161	2.3508	27.5125	0.4527	-0.1594	-0.2968
Si	24.0617	5.6474	26.9152	0.2726	-0.0205	-0.7153
Si	27.1346	8.3476	27.4989	0	0.0293	0.0246
Si	24.4256	11.0297	27.1762	0.0775	-0.0059	0.0201
Si	27.0168	13.7402	27.3161	-0.0209	-0.0042	-0.0051
Si	30.6833	14.4579	28.2878	-0.2428	-0.2945	-0.5577
Si	1.5439	2.3511	32.2081	-0.0005	0.0983	0.0044
Si	29.7971	3.7889	29.0406	-0.3589	0.0688	-0.5928
Si	1.1811	6.4803	28.8863	0.174	0.2057	-0.6988
Si	-0.7892	10.2078	28.4866	0.0586	0.0495	-0.603
Si	0.9328	11.9003	28.5365	-0.072	-0.1673	-0.5504
Si	3.6644	15.3038	29.3838	-0.1216	-0.0073	-0.0833
Si	7.3147	1.7742	28.5794	0.1387	0.179	-0.5666
Si	4.6806	4.5459	28.5615	0.0596	0.2005	-0.6551
Si	6.3213	6.3117	28.4194	-0.1156	-0.2146	-0.5857
Si	4.3122	9.7456	28.7707	-0.2352	-0.222	-0.7367
Si	6.3948	12.1592	28.9855	-0.3036	0.4465	-0.4888
Si	9.5295	15.2011	28.943	-0.5498	0.4125	-0.4163
Si	12.8097	1.5656	28.5818	-0.0649	0.0204	-0.0047
Si	9.1527	3.4112	28.4845	-0.2976	-0.093	-0.6241
Si	13.8287	5.5749	29.0571	0.4453	0.1077	-0.2632
Si	9.8657	8.6758	29.1242	0.069	-0.07	-0.0242
Si	13.2469	11.5222	28.7121	0.2032	-0.6422	0.1529
Si	19.1502	-0.8879	31.0002	-0.0235	0.0185	-0.1411
Si	17.2932	0.9837	28.1562	-0.0771	0.0554	0.0815
Si	14.562	3.2684	28.9749	0.0087	-0.037	0.028
Si	16.7359	5.9051	31.6041	0.0065	-0.0815	0.0105
Si	15.1106	7.5051	29.6329	-0.1964	-0.5679	-0.3795
Si	15.7216	15.5039	28.4302	0.0258	0.5822	-0.4518
Si	20.4638	15.3627	28.2169	-0.1723	-0.3108	-0.5597
Si	22.5389	1.4473	28.3333	0.2272	0.2417	-0.6905
Si	19.297	4.7929	30.0131	0.3503	0.0225	0.2755
Si	20.705	9.1954	29.4835	0.1108	0.0762	-0.0008
Si	19.2446	11.5045	28.8553	0.2638	0.4045	-0.6547
Si	23.3726	12.8554	28.1748	0.0573	0.0634	0.1172
Si	25.0485	14.6073	28.6401	-0.0574	0.0079	0.0251
Si	29.112	1.5411	28.6179	-0.1756	0.2675	-0.4356
Si	25.3565	4.0776	29.1705	0.0202	-0.1083	0.0166
Si	28.7692	7.2425	28.8358	-0.1871	-0.1625	-0.6033
Si	25.7689	9.8896	28.7595	0.0757	-0.0169	-0.6778
Si	28.9138	12.7743	28.4053	-0.0093	-0.0125	0.0212
Si	27.8494	14.2042	32.1294	-0.0348	-0.0597	-0.0236
Si	-0.0125	5.823	37.0001	-0.0715	0.0623	0.017
Si	27.7301	4.1422	32.8732	-0.0067	-0.0702	0.0855
Si	6.5492	-0.0575	36.4529	-0.1629	0.0115	-0.0261
Si	25.2413	1.5901	35.2608	0.0345	-0.0097	0.1065
Si	30.1823	-0.3707	30.8212	0.0066	0.1618	-0.1076
Si	0.2162	-0.3821	32.2102	-0.0884	-0.0071	-0.0053
Si	5.9894	9.307	33.8141	-0.0963	-0.1092	0.0251
Si	13.4752	10.0676	30.5848	-0.1858	0.4418	-0.5947
Si	3.5681	0.1144	35.947	0.0039	-0.1154	-0.0318
Si	-0.1929	6.919	34.0618	0.0741	0.0693	0.1268
Si	2.0705	6.7421	31.8422	-0.0394	-0.011	-0.0955
Si	5.166	11.6244	35.2893	-0.0552	-0.0789	0.1159
Si	18.2808	1.9246	30.0134	-0.161	-0.3042	-0.6109
Si	7.7518	13.8115	31.0936	0.0361	-0.007	-0.0294
Si	2.69	9.0221	38.4265	0.1248	-0.318	0.5003
Si	5.4354	0.6707	33.9571	-0.0628	-0.1228	-0.031
Si	8.0347	6.7988	30.6761	0.0325	-0.0418	-0.1324
Si	23.1823	1.1802	31.2824	-0.105	0.0069	0.032
Si	23.907	5.2885	31.4341	0.0449	0.0281	-0.0074
Si	20.8729	5.1734	31.6374	-0.3401	-0.0034	-0.4821
Si	14.4339	11.1257	35.07	0.0265	-0.1116	0.1149
Si	12.551	15.2493	35.7055	0.0283	-0.0054	-0.0003
Si	11.7596	12.3739	35.2897	-0.0052	0.0544	-0.1583
Si	28.9841	3.7943	36.4651	0.0844	0.0269	0.0354
Si	22.1217	7.5634	36.3828	0.0303	0.0378	-0.0902
Si	15.6549	3.1384	31.0804	-0.337	0.0561	-0.6332
Si	23.1644	-0.8011	35.1533	-0.1156	-0.0147	0.0811
Si	18.0455	12.8699	31.3734	0.1231	0.0614	0.0095
Si	25.0313	6.731	35.8902	-0.028	0.099	0.0219
Si	-0.44	14.6718	34.8497	-0.042	-0.0029	0.1127
Si	29.1557	15.1428	34.6049	-0.1544	-0.0605	0.089
Si	15.2249	0.4974	36.0607	-0.0051	0.1037	0.0031
Si	21.5732	9.2504	32.1369	-0.0597	0.0953	-0.1704
Si	21.6293	2.9142	36.4015	-0.1608	0.0175	0.0865
Si	24.8973	4.3737	34.1967	0.0509	-0.0097	-0.0634
Si	28.4639	8.8039	34.9883	0.0794	-0.0333	0.1557
Si	9.8929	2.2802	33.6682	0.0654	0.0727	-0.0534
Si	24.2904	11.2988	34.7623	-0.0757	-0.0438	0.0601
Si	23.4568	13.4241	33.1574	-0.0081	0.0512	-0.1546
Si	24.4704	8.3246	31.1536	-0.1776	0.0629	-0.0487
Si	0.9919	-0.8036	37.4408	0.0141	0.061	0.0277
Si	1.7883	13.5077	31.1278	0.0075	-0.1216	-0.1035
Si	17.0054	3.9751	35.6218	0.023	-0.0742	0.0017
Si	6.138	0.1667	30.9747	0.1001	0.0199	-0.1753
Si	2.2176	2.8246	35.0867	0.0301	-0.0772	-0.0786
Si	5.8454	6.5009	38.1213	-0.5804	-0.4893	0.136
Si	10.0974	13.0548	32.7669	0.0156	0.0499	0.0847
Si	7.1157	13.2959	37.0269	-0.0036	0.0273	0.0385
Si	7.332	2.5633	38.0414	0.1165	-0.1461	0.662
Si	9.4186	4.2739	31.4027	0.1094	-0.0417	0.0219
Si	10.6735	10.2295	31.6926	-0.0289	-0.02	0.0419
Si	11.9436	0.0879	30.2635	0.4092	0.3792	-0.3091
Si	30.1144	9.4632	30.6514	-0.0306	-0.0667	-0.0038
Si	9.9965	6.723	35.5476	-0.0382	-0.0926	0.1611
Si	11.1339	-0.2604	33.0636	-0.0135	-0.1679	-0.0388
Si	15.1374	12.1123	32.2139	-0.0556	0.043	-0.1968
Si	17.6293	6.7027	34.5699	-0.1204	-0.0023	-0.0951
Si	22.6639	0.3358	37.7373	-0.1703	0.0054	0.1196
Si	14.0119	14.1043	30.2632	0.0369	0.0216	-0.0033
Si	21.5682	11.9565	29.3171	0.0321	0.204	-0.5509
Si	9.5969	3.6183	36.3183	0.0548	0.0611	-0.0262
Si	20.9462	12.359	32.1569	-0.0957	0.0187	0.045
Si	20.5159	7.2678	33.984	0.016	-0.1468	-0.001
Si	27.9477	4.8765	30.0008	0.6122	-0.1118	-0.3811
Si	28.2175	1.6586	34.4601	-0.04	0.0595	0.0958
Si	30.173	7.572	38.0018	0.0325	0.0172	0.5784
Si	27.9717	11.7009	30.2717	0.2774	0.3573	-0.6007
Si	19.05	3.3066	37.8188	-0.0842	-0.1977	0.5564
Si	25.8031	8.788	33.7784	-0.0706	0.063	0.1081
Si	25.0684	15.1652	31.0488	-0.0606	-0.2022	-0.6136
Si	28.2099	14.7035	37.5659	-0.0129	-0.0407	0.201
Si	27.4406	5.9008	37.5532	0.0347	0.0617	0.0357
Si	3.9022	4.1269	31.6229	0.0773	0.0555	-0.0211
Si	31.0196	9.4984	33.5183	-0.0088	-0.0318	-0.1493
Si	2.1809	4.2245	37.5908	-0.0086	-0.0319	0.1252
Si	27.7933	10.6862	37.2909	-0.3808	0.4537	-0.1121
Si	2.2031	14.3446	0.7051	0.0631	0.2039	0.6166
Si	5.2962	4.5851	37.0159	0.2863	0.4731	0.1382
Si	-0.0707	11.537	34.6639	-0.1666	0.016	0.1133
Si	11.3047	14.9008	38.4866	0.2071	-0.0189	0.1291
Si	8.7111	7.3118	38.2615	-0.1305	-0.0209	0.0503
Si	1.8754	11.5348	0.2349	0.0227	-0.1041	0.1013
Si	9.9351	12.3537	37.8022	-0.1596	-0.0013	0.0468
Si	12.2154	5.4906	31.7239	0.1741	0.027	-0.1773
Si	4.7147	8.8867	36.4314	0.0369	-0.0441	0.0881
Si	8.7849	8.3567	33.2605	0.1397	0.0364	-0.0102
Si	14.4341	7.828	38.7279	-0.4546	0.3317	0.2376
Si	29.6008	5.9175	34.3386	-0.0498	0.0688	0.1678
Si	12.0394	3.5348	38.1288	-0.0121	0.0008	0.1015
Si	2.6972	11.6504	33.5306	-0.0046	-0.0227	-0.0132
Si	16.5628	-1.0132	38.0764	0.0769	-0.0169	0.1009
Si	15.0367	8.1022	35.6029	0.0125	0.0486	0.1448
Si	14.7485	3.4826	37.1733	-0.0218	-0.0185	-0.0058
Si	16.1537	12.2491	37.5023	0.1427	-0.0896	-0.0034
Si	12.7425	3.6221	33.7612	0.081	0.035	-0.1016
Si	3.8837	9.1823	31.8455	0.0114	0.0663	-0.1677
Si	26.2197	12.3949	36.893	0.5302	-0.5048	0.1584
Si	15.3761	2.196	33.8234	0.1173	0.1073	-0.1296
Si	12.6675	6.5249	34.3806	-0.036	0.0231	-0.0613
Si	21.1182	-0.0793	32.8931	0.0286	0.0124	-0.0371
Si	24.0003	11.1377	0.4862	0.0245	-0.0157	0.1488
Si	21.5345	2.6573	33.2834	0.0811	-0.193	-0.0065
Si	-0.092	3.7066	29.9292	0.0837	-0.0416	-0.0365
Si	21.1924	5.3071	38.1268	0.1088	-0.1145	0.4943
Si	21.784	10.7089	36.5882	0.0743	0.0086	-0.0281
Si	19.191	11.7811	37.7058	0.0271	0.0019	0.0196
Si	25.0059	1.8235	38.3433	-0.1663	0.02	0.0571
Si	31.2656	1.3286	9.5264	-0.0216	-0.0094	0.0136
Si	1.3719	4.0973	9.5886	0.0093	0.0083	0.0164
Si	31.3057	6.8177	9.554	0.0064	0.0087	0.0104
Si	1.3941	9.5421	9.5326	-0.0061	0.0108	0.0019
Si	31.3147	12.2594	9.5037	-0.0028	-0.0102	-0.0081
Si	1.3881	14.9368	9.5436	0.0123	0.0086	-0.0062
Si	4.0777	1.3627	9.6178	-0.0133	-0.0081	0.0136
Si	6.7841	4.1249	9.5943	0.0029	-0.0084	0.0081
Si	4.0873	6.8285	9.5332	0.0183	-0.0026	-0.0015
Si	6.8061	9.5062	9.5461	-0.0085	-0.0053	0.0037
Si	4.0891	12.238	9.5251	0.0022	0.0175	-0.0044
Si	6.777	14.9849	9.5701	0.0189	0.0099	0.0044
Si	9.4769	1.3985	9.575	0.006	-0.0165	-0.0026
Si	12.2338	4.0859	9.5194	-0.0186	0.006	-0.0019
Si	9.5101	6.829	9.5312	0.0305	0.0009	-0.0117
Si	12.2228	9.5093	9.5519	0.0247	0.0095	0.0047
Si	9.4993	12.2198	9.5681	-0.0217	-0.0157	0.0059
Si	12.2123	14.9584	9.5651	-0.0009	0.0078	-0.0041
Si	14.9475	1.3786	9.5152	0.0097	-0.0008	-0.0012
Si	17.667	4.0956	9.4912	0.0092	-0.0026	-0.0015
Si	14.9469	6.7937	9.4971	-0.0016	0.0006	-0.0002
Si	17.6671	9.5057	9.493	0.0059	-0.0066	0.0093
Si	14.9351	12.2134	9.5671	-0.0258	-0.0232	0.0091
Si	17.6897	14.9802	9.509	0.0134	0.0034	-0.0045
Si	20.4048	1.3426	9.4646	0.0104	-0.0004	-0.0075
Si	23.1429	4.0317	9.4527	0.0026	0.0003	-0.0047
Si	20.3956	6.7857	9.4698	-0.0095	0.0078	0.0048
Si	23.1204	9.5428	9.4585	0.0013	0.0008	0.007
Si	20.4107	12.2359	9.4692	-0.0117	-0.006	0.0034
Si	23.1618	14.934	9.4446	0.0028	0.0041	-0.0056
Si	25.8624	1.3359	9.4463	0.0123	0.0077	0.0028
Si	28.5804	4.0415	9.4938	0.0087	0.0132	-0.0099
Si	25.8408	6.7777	9.5266	-0.014	-0.0202	0.0077
Si	28.5808	9.5396	9.5012	-0.0083	-0.0127	-0.0045
Si	25.8645	12.2592	9.4355	-0.0013	0.0128	0.005
Si	28.5914	14.9655	9.4448	0.0041	0.0092	0.0016
Si	29.913	-0.0181	10.8792	-0.0156	0.009	-0.0036
Si	-0.0038	2.7	10.8921	0.013	-0.012	-0.0139
Si	29.934	5.4218	10.8665	0.0111	-0.0148	-0.0092
Si	0.0247	8.1849	10.8994	-0.014	0.0064	-0.0017
Si	29.9453	10.8967	10.8614	-0.009	0.0218	0.0008
Si	0.022	13.5912	10.8998	-0.0021	-0.0119	0.004
Si	2.7048	-0.0085	10.9337	0.0115	-0.0007	0.0018
Si	5.4404	2.7369	10.9452	0.0116	-0.0088	0.0006
Si	2.7312	5.4722	10.9193	-0.0204	0.0127	-0.01
Si	5.4393	8.164	10.9148	0.0046	0.0038	0.0006
Si	2.7372	10.8909	10.9077	-0.0003	-0.0126	0.001
Si	5.4233	13.6027	10.9087	-0.0077	0.0011	0.001
Si	8.1295	0.0222	10.9276	-0.0071	0.0151	0.0092
Si	10.8688	2.7419	10.9003	-0.0008	0.0007	-0.0054
Si	8.1557	5.4789	10.9203	-0.0257	0.0139	-0.0041
Si	10.8613	8.1617	10.91	-0.001	0.0076	0.0081
Si	8.1394	10.8695	10.9222	0.0149	-0.0078	0.0088
Si	10.8538	13.5932	10.9164	0.0073	0.0032	-0.0037
Si	13.5919	0.0096	10.882	0.0068	0.0011	-0.0021
Si	16.3163	2.7346	10.862	-0.0097	0.0071	0.0064
Si	13.5905	5.4449	10.8734	0.0141	-0.0077	0.0009
Si	16.3115	8.1509	10.858	-0.0032	0.0112	0.003
Si	13.5737	10.8664	10.9158	0.003	0.0062	0.0039
Si	16.3262	13.6023	10.8622	0.0075	-0.0084	-0.0202
Si	19.0544	0.0097	10.8574	-0.0161	0.0072	0.0019
Si	21.7805	2.6934	10.825	0.0064	-0.0098	0.0014
Si	19.0414	5.4432	10.8467	-0.0144	0.0011	0.006
Si	21.7684	8.1615	10.8149	-0.0034	-0.0129	-0.008
Si	19.043	10.879	10.8314	0.0016	-0.0012	-0.0068
Si	21.7925	13.5894	10.82	0.0141	-0.0089	-0.0032
Si	24.511	-0.0197	10.8198	0.0017	-0.0016	0.0076
Si	27.2098	2.6934	10.8439	-0.0117	-0.0036	0.0034
Si	24.473	5.4096	10.8464	-0.0024	0.0111	0.0014
Si	27.2285	8.154	10.8512	0.0124	-0.0156	-0.0064
Si	24.5064	10.8933	10.8097	0.0045	-0.0039	-0.005
Si	27.2282	13.607	10.8147	0.0005	0.0091	-0.0016
Si	31.2925	14.9575	12.2439	-0.004	-0.0013	0.0024
Si	1.346	1.3562	12.2783	-0.0182	-0.016	0.0048
Si	31.2873	4.0736	12.2473	-0.0069	0.002	-0.0044
Si	1.3656	6.8204	12.2747	0.0149	0.0113	-0.0009
Si	31.293	9.5394	12.246	0.0115	0.0004	0.0007
Si	1.3672	12.2353	12.2734	-0.0004	0.0052	0.0025
Si	4.0671	14.9518	12.2841	-0.0148	0.0001	-0.0018
Si	6.7817	1.3692	12.3007	-0.0047	0.0013	0.0057
Si	4.068	4.095	12.2873	0.0057	-0.0066	-0.007
Si	6.7841	6.8091	12.2879	0.0051	-0.0006	0.0032
Si	4.0786	9.5241	12.2739	0.0035	0.0056	0.0036
Si	6.7756	12.2372	12.2695	-0.0014	-0.0068	-0.001
Si	9.4888	14.9598	12.2634	-0.0053	-0.0014	-0.0042
Si	12.2228	1.3618	12.241	-0.0085	-0.0042	-0.0004
Si	9.5029	4.0931	12.2629	0.0153	0.0092	-0.0033
Si	12.2266	6.7939	12.2458	-0.0061	-0.0029	-0.0001
Si	9.4995	9.5128	12.2759	-0.0013	-0.002	0.004
Si	12.2166	12.2334	12.2662	0.0071	-0.0135	-0.0031
Si	14.9579	14.9597	12.2216	0.0109	0.0039	-0.006
Si	17.6874	1.3696	12.2086	0.0135	0.0008	-0.0012
Si	14.9511	4.0845	12.2244	0.0031	-0.0096	0.0013
Si	17.6825	6.7986	12.21	-0.0042	-0.0063	0.0031
Si	14.957	9.5053	12.2358	-0.0137	0.0014	0.0029
Si	17.6921	12.2389	12.2047	-0.0045	0.01	0.0027
Si	20.4311	14.9574	12.1873	0.0011	0.0112	-0.0076
Si	23.1519	1.3471	12.1872	-0.0056	0.005	-0.0085
Si	20.4224	4.0736	12.1812	0.0048	0.0004	-0.0062
Si	23.1281	6.8003	12.1848	-0.0019	-0.0125	0.0046
Si	20.4143	9.5204	12.1827	-0.0058	0.001	-0.0029
Si	23.1569	12.2442	12.1886	-0.0051	0.0068	0.0059
Si	25.8779	14.9603	12.1949	0.0078	0.0059	0.0013
Si	28.5662	1.3531	12.2323	0.0038	-0.0112	0.0071
Si	25.8597	4.0698	12.2029	0.0034	0.0086	-0.0053
Si	28.5839	6.7972	12.2228	-0.0061	0.012	-0.0001
Si	25.8629	9.5293	12.1866	-0.0026	-0.0045	0.0017
Si	28.5803	12.2566	12.2084	-0.0025	-0.0082	0.0004
Si	-0.0057	-0.0065	13.6333	-0.0039	0.0085	0.0053
Si	2.7052	2.7239	13.6364	-0.0051	0.0059	-0.0039
Si	0.004	5.4391	13.6151	0.002	-0.0094	-0.0051
Si	2.7173	8.1704	13.6437	-0.0039	-0.0007	0.0024
Si	0.0058	10.8805	13.6332	-0.0021	0.0018	0.0056
Si	2.7101	13.5966	13.6472	0.0043	0.0012	0.0027
Si	5.4155	0.0005	13.6448	0.0051	-0.0033	-0.0009
Si	8.1441	2.7334	13.6361	-0.0006	-0.0107	-0.003
Si	5.4261	5.4455	13.6504	0.0085	0.0035	-0.0004
Si	8.1368	8.1643	13.6444	-0.0007	0.0054	0.0061
Si	5.4227	10.883	13.6412	-0.0066	-0.0009	0.0075
Si	8.1292	13.6	13.6256	0.0013	0.0058	0.0004
Si	10.8572	0.003	13.6024	0.0062	-0.003	-0.0015
Si	13.5853	2.7263	13.5822	0.0066	0.0077	-0.0026
Si	10.8597	5.4462	13.6136	0.0038	-0.0034	0.0026
Si	13.5873	8.1568	13.5943	0.0109	0.0035	0.0013
Si	10.8556	10.876	13.6249	-0.0077	0.0111	0.002
Si	13.5929	13.6035	13.5892	-0.0079	-0.0011	-0.0034
Si	16.3234	0.0037	13.5627	-0.0025	-0.0045	-0.001
Si	19.0616	2.7256	13.5522	-0.0134	-0.0021	0.0027
Si	16.3188	5.4442	13.5691	-0.0028	0.0049	0.0026
Si	19.054	8.1673	13.5487	0.0003	0.004	-0.002
Si	16.3238	10.8849	13.5665	0.0031	-0.0068	-0.0022
Si	19.0622	13.6031	13.548	0.006	-0.0092	-0.0035
Si	21.7896	-0.0012	13.5508	0.0078	-0.0118	0.0005
Si	24.5054	2.7124	13.5616	0.0001	-0.0067	0.0008
Si	21.779	5.439	13.546	-0.016	0.0121	0.0043
Si	24.5078	8.1571	13.54	-0.004	-0.0031	-0.0015
Si	21.7909	10.8777	13.5362	0.003	-0.0091	-0.0033
Si	24.5191	13.6008	13.5557	0.0037	-0.0037	0.0003
Si	27.2217	-0.0088	13.5896	-0.0074	0.005	0.0072
Si	29.9282	2.7132	13.6036	-0.0026	-0.0054	0.0004
Si	27.2195	5.4351	13.5723	-0.0068	-0.0112	0.0013
Si	29.9388	8.1606	13.595	0.0084	-0.0057	-0.0024
Si	27.2271	10.8825	13.562	0.0042	0.0039	-0.0005
Si	29.9378	13.5967	13.6006	0.0006	0.0085	0.005
Si	31.2841	1.3633	14.9873	0.0056	-0.0124	0.0046
Si	1.3495	4.0828	14.9985	0.0013	0.0007	0.0035
Si	31.2919	6.8052	14.9731	-0.001	0.004	0.0032
Si	1.3564	9.5227	15.0078	-0.0003	0.001	0.0035
Si	31.2881	12.2453	14.9883	-0.0002	0.0019	0.0028
Si	1.3529	14.9593	15.0069	-0.003	-0.0102	0.0005
Si	4.0563	1.36	15.005	0.0005	-0.0056	-0.0028
Si	6.7771	4.0767	15.007	0.0001	-0.0034	0.0028
Si	4.061	6.8009	15.0096	-0.002	0.0046	0.0017
Si	6.77	9.5171	15.0026	0.009	0.0033	0.0018
Si	4.0628	12.2348	15.0096	-0.0045	-0.0019	0.0014
Si	6.7696	14.9512	14.9959	-0.0056	0.001	0.0001
Si	9.4949	1.3513	14.9737	0.0021	0.0014	-0.0025
Si	12.2158	4.0715	14.9483	-0.0025	-0.0032	0.0012
Si	9.4935	6.7898	14.9859	0.0018	-0.0049	-0.0005
Si	12.2221	9.5078	14.9626	0.0008	-0.0058	-0.0035
Si	9.4852	12.2317	14.9763	0.0022	-0.0097	0
Si	12.2167	14.9529	14.9445	0.0029	0.0042	0.0009
Si	14.9506	1.3573	14.9163	-0.0022	-0.0054	0.0024
Si	17.6931	4.0832	14.9045	0.0056	0.0003	-0.0008
Si	14.9524	6.7942	14.9327	-0.0039	-0.0109	0.0033
Si	17.6927	9.5246	14.9091	0.0002	0.0021	-0.0003
Si	14.9573	12.2372	14.9324	0.0011	0.0002	-0.0021
Si	17.6925	14.9614	14.9069	0.0005	0.0134	-0.0036
Si	20.4285	1.3672	14.9074	0.0045	0.0006	-0.0075
Si	23.1508	4.0907	14.9123	0.0026	0.0044	-0.0026
Si	20.4243	6.8087	14.8977	-0.0119	-0.0065	0.0049
Si	23.1581	9.523	14.8982	-0.0057	-0.0001	-0.0046
Si	20.4313	12.241	14.8927	0.0028	0.009	-0.0024
Si	23.1608	14.97	14.9085	-0.003	0.0059	-0.0017
Si	25.871	1.3688	14.9363	0.0023	-0.0026	0.0069
Si	28.5776	4.088	14.954	0.0047	0.0069	0.0029
Si	25.8659	6.8078	14.9227	0.0001	0.0103	-0.0001
Si	28.5801	9.5288	14.9484	-0.0105	0.0087	0.0008
Si	25.881	12.2465	14.9271	-0.0021	0	-0.0001
Si	28.5914	14.9648	14.9616	0.0084	-0.0038	0.0006
Si	29.9376	0.0014	16.3509	-0.0045	0.0036	0.0045
Si	0.001	2.717	16.3646	-0.0077	-0.0009	0.0029
Si	29.9369	5.4421	16.3299	0.0009	0.0026	0.0014
Si	0.0004	8.1529	16.3625	0.0068	-0.0026	0.0022
Si	29.9322	10.8764	16.3421	0.006	-0.0059	0.0031
Si	-0.0001	13.5989	16.3724	0.001	0.0055	0.0057
Si	2.7074	-0.0008	16.3769	-0.0041	0.0068	0.0016
Si	5.4141	2.7147	16.3701	0.0023	-0.0092	0.0038
Si	2.7017	5.438	16.3724	0.0042	-0.0062	0.0019
Si	5.4125	8.1588	16.3728	0.0002	-0.0047	0.0011
Si	2.7088	10.8788	16.3793	0.0042	0.0085	-0.0006
Si	5.4158	13.5962	16.3706	0.0029	-0.0031	0.0027
Si	8.1317	-0.007	16.3413	0.0018	0.0008	-0.0016
Si	10.8525	2.7157	16.3148	0.0089	-0.0043	-0.0023
Si	8.1351	5.4345	16.3612	0.0102	0.0113	0.0076
Si	10.8552	8.1522	16.328	-0.0019	0.0046	0.0034
Si	8.1273	10.8791	16.3497	-0.0049	0.0062	0.0019
Si	10.8511	13.5965	16.3115	-0.0074	0	-0.0041
Si	13.5793	0.0048	16.2756	-0.0027	-0.0004	-0.0036
Si	16.3189	2.7238	16.2493	-0.0001	0.0067	-0.0044
Si	13.5758	5.4398	16.2836	0.0055	-0.0023	-0.0029
Si	16.3219	8.1676	16.2618	0.0022	0.0055	-0.0036
Si	13.589	10.8797	16.295	0.0037	0.0035	-0.0026
Si	16.3267	13.6055	16.2703	0.0008	-0.0062	-0.0022
Si	19.0548	0.0089	16.2542	-0.0045	-0.0105	0.0012
Si	21.7894	2.7344	16.2675	-0.009	-0.0039	0.0037
Si	19.0569	5.4533	16.2455	-0.0016	0.0031	-0.0065
Si	21.8014	8.1629	16.252	0.0119	0.0072	-0.0092
Si	19.0677	10.8854	16.2497	-0.0026	0.0002	-0.0094
Si	21.7967	13.6016	16.2458	0.0004	-0.0092	-0.0069
Si	24.5145	0.0086	16.2837	-0.005	-0.002	0.0007
Si	27.2263	2.7284	16.3147	-0.0043	-0.0109	0.0067
Si	24.5127	5.4489	16.2862	-0.0087	0.0005	0.0027
Si	27.2246	8.1602	16.3022	-0.0022	-0.0132	-0.0001
Si	24.5245	10.873	16.2696	-0.0014	0.0034	-0.0028
Si	27.2404	13.5955	16.3106	0.005	0.0069	-0.0024
Si	31.2904	14.967	17.7373	0.0063	-0.0011	0.0002
Si	1.3523	1.3562	17.7467	0.011	-0.0033	0.0032
Si	31.2876	4.0906	17.7162	0.0028	-0.0012	-0.0035
Si	1.3517	6.7993	17.7447	-0.0056	-0.0012	0.003
Si	31.2824	9.5149	17.7226	-0.0056	0.0082	-0.0002
Si	1.3555	12.2382	17.7462	0.0022	-0.0063	-0.0003
Si	4.0651	14.9568	17.7429	-0.0027	0.0026	0.0016
Si	6.7755	1.3422	17.7183	-0.0021	-0.0037	-0.0035
Si	4.0487	4.0679	17.7392	-0.0039	0.0126	0.0017
Si	6.763	6.7846	17.7249	-0.0037	0.0037	0.001
Si	4.06	9.5165	17.7477	-0.0052	-0.0008	0.0045
Si	6.7705	12.2283	17.7254	0.0057	-0.0072	-0.0047
Si	9.482	14.9345	17.687	0.0033	0.005	0.0009
Si	12.2051	1.3387	17.6481	0.0036	0.0043	0.0029
Si	9.4968	4.0557	17.6994	0.0023	-0.0214	0.0045
Si	12.2139	6.7768	17.666	0.0067	-0.0083	0.005
Si	9.4826	9.5019	17.6877	0.006	0	-0.0011
Si	12.2115	12.2292	17.6516	-0.0091	0.0005	0.0006
Si	14.9474	14.969	17.6135	-0.0104	0.0131	-0.0017
Si	17.6873	1.379	17.6002	-0.0065	-0.0056	0.0045
Si	14.9398	4.0662	17.6025	0.0015	0.001	0
Si	17.6896	6.8044	17.5962	0.0046	-0.0083	0.0026
Si	14.9545	9.5089	17.6304	-0.0008	-0.0017	-0.0034
Si	17.7002	12.2368	17.6059	0.0104	0.0018	-0.0021
Si	20.4268	14.9611	17.589	0.0163	-0.0006	-0.0082
Si	23.1624	1.3864	17.6295	0.0052	-0.0094	0.0032
Si	20.4267	4.1152	17.6063	-0.0135	0.0092	-0.0042
Si	23.1599	6.8245	17.638	-0.0153	0.0096	-0.0046
Si	20.443	9.5295	17.5932	-0.0012	0	-0.0031
Si	23.1672	12.2499	17.6014	0	0.005	-0.008
Si	25.8898	14.9817	17.6444	-0.0069	-0.01	-0.0031
Si	28.5891	1.3846	17.6976	0.007	-0.002	0.0016
Si	25.8751	4.1036	17.6672	0.0044	0.0069	0.0002
Si	28.5835	6.8106	17.6838	-0.0027	0.0072	-0.0048
Si	25.8731	9.5236	17.6631	-0.0009	0.0059	0.0035
Si	28.5833	12.2428	17.7082	-0.0022	0.0057	0.0007
Si	0.0022	0.0024	19.1254	-0.01	-0.0006	0.0123
Si	2.7064	2.707	19.1269	0.0008	-0.0018	0.0141
Si	-0.0028	5.4331	19.1077	-0.0038	0.0003	0.0008
Si	2.7064	8.1566	19.1189	0.005	0.0043	0
Si	-0.0006	10.8649	19.1007	0.0007	-0.0044	-0.0055
Si	2.7093	13.6024	19.1164	-0.0023	-0.0156	0.0101
Si	5.4352	-0.0145	19.1073	0.015	0.0158	0.0034
Si	8.1384	2.6956	19.0728	0.0035	-0.0014	0.001
Si	5.4074	5.4222	19.1001	-0.0042	-0.0066	0.0027
Si	8.1243	8.1492	19.0671	-0.0073	0.0036	0.0026
Si	5.4225	10.8756	19.107	0.0084	0.0112	-0.0072
Si	8.132	13.5823	19.0789	-0.0044	-0.0039	-0.0019
Si	10.8405	-0.0176	19.0199	0.0041	-0.0032	-0.0056
Si	13.5732	2.7124	18.9643	-0.0005	-0.0087	-0.0052
Si	10.8614	5.4139	19.0453	0.0035	0.0065	0.0074
Si	13.582	8.1513	18.9896	0.0128	0.0027	-0.0009
Si	10.8457	10.8696	19.0195	-0.0128	-0.0001	0.0032
Si	13.5752	13.6147	18.9684	0.0114	0.0072	-0.0052
Si	16.3102	0.0257	18.9465	-0.0013	0.0061	-0.0034
Si	19.0389	2.77	18.9366	0.0231	0.0107	0.0043
Si	16.2951	5.4484	18.9221	-0.0029	-0.0188	-0.0127
Si	19.0783	8.1609	18.9253	-0.0001	0.0102	0.0039
Si	16.3372	10.8702	18.9554	-0.0006	0.0055	0.0041
Si	19.0749	13.5974	18.9461	-0.013	-0.0044	-0.0018
Si	21.7855	0.0067	18.9357	-0.021	-0.0114	-0.0015
Si	24.511	2.7491	19.0174	-0.0082	-0.0081	0.0088
Si	21.7848	5.4736	18.979	0.0044	-0.0032	-0.0118
Si	24.5177	8.1694	19.0299	-0.0067	-0.0062	0.0056
Si	21.813	10.8881	18.9462	0.0185	0.0162	-0.0038
Si	24.5372	13.5966	18.9638	-0.0077	0.0117	-0.0028
Si	27.2228	0.0257	19.0373	0.0018	-0.0088	0.0034
Si	29.9382	2.7411	19.0891	0.0003	0.0037	-0.0022
Si	27.2386	5.454	19.0502	0.0108	0.0084	-0.0017
Si	29.9261	8.1513	19.0868	0.0039	-0.0131	-0.0013
Si	27.2297	10.8625	19.0563	-0.0081	-0.0015	0.0035
Si	29.9339	13.6023	19.0943	0.0031	0.0005	0.0026
O	31.4564	15.8789	1.9932	-0.7038	0.1365	0.0998
O	0.7161	1.0741	1.3663	0.0657	-0.2561	-0.0387
O	1.9557	6.9179	1.7312	-0.1377	-0.2837	-0.2337
O	1.5726	11.1731	1.7862	0.3739	0.0773	0.4056
O	6.3259	13.4923	1.1484	-0.6493	0.1093	-0.1607
O	7.9423	11.2932	0.962	0.3097	0.0436	-0.3239
O	18.5845	6.9003	0.5145	0.5994	-0.4598	-0.0843
O	19.5078	14.3347	1.4963	-0.0059	-0.2728	-0.3207
O	23.7346	12.0438	1.8201	-0.2415	-0.3342	0.1311
O	25.5202	13.8778	1.4395	-0.0252	0.5602	-0.0242
O	27.6499	15.2436	0.965	-0.0628	0.3553	-0.5766
O	28.8033	0.9865	2.0294	0.3099	0.016	0.4137
O	30.454	2.7831	1.2776	0.4073	0.0028	-0.2554
O	26.4191	0.3027	2.8731	-0.2911	-0.1054	-0.307
O	0.2108	2.5542	28.8257	-0.0136	-0.1478	0.2854
O	0.616	3.3514	31.3332	-0.0733	0.2543	0.3333
O	2.5544	0.0117	28.7961	-0.1585	0.3757	0.2085
O	4.2296	14.5199	28.088	-0.0046	-0.1766	-0.1369
O	11.2999	8.2643	28.4953	0.1469	0.154	0.5781
O	7.7968	11.6505	28.3459	0.3774	0.4755	0.2002
O	9.0396	9.3753	27.9274	-0.0736	-0.0367	-0.3376
O	10.5913	14.3287	28.128	0.2686	0.0546	-0.0017
O	11.8139	12.0154	28.0702	-0.2732	-0.0696	0.3255
O	16.0277	7.1766	30.9167	0.4172	0.4924	0.6036
O	16.4206	14.0753	28.0261	0.3393	-0.2706	0.1211
O	17.9362	5.385	30.6653	0.1482	0.2369	-0.0417
O	19.4279	5.4575	28.5338	0.2043	0.5733	0.1552
O	21.0417	8.1189	28.3617	-0.4371	-0.4362	-0.0492
O	19.2793	9.8904	29.1986	-0.6609	-0.4353	0.138
O	25.93	2.6496	28.6652	-0.3956	-0.3417	0.4066
O	23.0525	6.7967	27.4838	0.3672	-0.1535	0.4193
O	24.2446	4.6401	28.1794	-0.1049	-0.3249	0.0333
O	28.3532	6.4381	30.2172	-0.1303	0.2287	0.7145
O	0.3464	-0.7118	33.7936	0.1921	0.2175	0.1508
O	4.5209	4.1277	30.1423	-0.0513	-0.0406	0.2864
O	-0.7127	4.371	37.192	0.1773	-0.3531	-0.5824
O	26.4376	4.4539	33.7543	0.2326	0.3614	0.3139
O	-1.3071	0.0904	31.8671	-0.2384	0.5592	0.5685
O	0.3246	5.1447	29.3124	-0.1142	-0.0469	-0.2328
O	24.5427	6.7161	31.0278	0.5437	-0.1396	-0.256
O	28.915	10.5156	30.8436	0.1236	-0.2614	0.5721
O	3.3128	10.5067	32.5694	0.1382	0.1842	-0.0082
O	28.8546	7.2281	34.9474	-0.3326	-0.0582	0.0352
O	5.6262	0.7469	32.378	-0.2124	0.5369	0.0681
O	29.13	14.9328	31.4835	0.1925	-0.2669	-0.1513
O	5.1071	4.2365	32.7222	0.3266	0.3105	-0.0931
O	14.0069	12.9161	29.1531	0.5236	0.1622	-0.3836
O	-1.3071	10.5557	38.5008	-0.4316	0.0216	0.3014
O	1.4076	5.6497	37.7974	0.0843	0.2863	0.1479
O	7.0041	1.2549	30.1337	0.4405	0.1877	0.5949
O	6.6988	12.7395	30.4786	-0.4308	-0.2511	0.5334
O	12.9722	4.1358	32.2329	0.1652	-0.2891	-0.3829
O	9.1693	7.2866	29.606	0.0478	-0.2546	-0.1362
O	29.0617	0.3495	34.0813	0.2174	0.2158	-0.5619
O	10.1812	13.7375	38.6044	-0.3547	0.1595	0.5647
O	9.7644	3.5645	30.0027	0.157	-0.2871	0.0149
O	19.3192	3.1584	29.7333	0.4088	-0.3051	-0.2379
O	17.8877	5.2477	35.2248	0.3879	-0.0236	0.2109
O	14.0023	2.855	34.3703	-0.2163	-0.1721	0.6268
O	18.2414	12.2121	29.9158	-0.0791	0.2322	-0.2828
O	20.785	3.8187	32.5003	-0.6876	-0.0262	0.0289
O	13.2132	5.7949	0.2407	0.3406	-0.1932	0.1898
O	-0.7836	10.9207	36	0.0815	0.1132	0.1479
O	25.5922	8.7869	32.1957	0.3676	0.0555	-0.2235
O	21.445	0.2769	28.6259	0.085	0.1223	-0.023
O	19.6206	4.8423	37.9821	-0.2031	0.4904	0.0844
O	20.3097	11.4226	36.5652	-0.0133	0.3898	-0.5892
O	26.2504	6.8073	36.9507	-0.0926	0.4689	0.2089
O	12.4999	6.7129	32.7631	-0.2895	0.4928	-0.3177
O	21.8683	-0.4989	34.248	-0.1856	0.0873	0.1878
O	26.6198	10.9682	29.6795	-0.0071	0.1623	0.0103
O	24.5776	2.8369	34.5042	-0.2448	-0.0953	-0.4557
O	7.2996	14.8933	36.8628	0.4931	0.1541	0.1209
O	6.6006	6.8841	29.9516	-0.4123	0.1567	0.4865
O	10.367	-0.0477	29.8392	-0.3412	0.4677	-0.0613
O	14.2973	13.4099	31.6959	-0.3729	0.2493	0.5574
O	26.6802	1.2254	34.6414	-0.2135	-0.5382	0.0571
O	22.5667	1.6816	36.8343	0.4334	-0.1055	-0.4833
O	20.1467	2.5083	36.9084	-0.3376	-0.508	-0.2914
O	27.3607	9.144	33.8744	0.2196	0.27	-0.4095
O	4.8722	-0.207	30.0587	-0.2072	0.4318	0.0878
O	14.9013	11.9413	33.7779	-0.1777	0.4558	0.2333
O	6.9975	16.1976	0.6915	0.4219	0.2226	-0.3571
O	22.3436	10.9753	38.0871	0.2358	0.5386	0.2715
O	19.6278	13.1253	38.5334	0.4399	0.0171	0.0114
O	21.3771	10.8258	32.3126	0.1253	-0.2635	0.4015
O	8.1694	5.2621	31.1613	-0.4049	-0.2641	0.1907
O	28.7538	5.3475	33.1076	-0.1554	0.1427	-0.5712
O	5.9098	10.9003	34.0571	0.0979	0.5523	-0.5274
O	24.2937	0.3261	35.0174	0.2851	0.1526	-0.383
O	31.0328	6.2503	33.7062	0.1309	-0.1337	-0.5013
O	28.7723	2.3376	35.8188	0.2741	-0.2631	0.3332
O	9.3137	7.5219	36.7779	0.2286	0.4935	-0.1022
O	4.9464	0.0058	36.8199	-0.1302	-0.0338	0.4748
O	20.6548	8.5863	30.9702	-0.3719	-0.5554	0.0523
O	27.1276	8.2518	0.996	-0.0959	-0.0133	-0.4283
O	19.3441	12.5127	32.2934	-0.0414	-0.1962	0.6823
O	11.5424	7.1801	35.3487	0.2071	0.3415	0.2972
O	12.3865	0.9881	0.323	0.0578	0.3522	-0.1768
O	16.6836	3.0432	34.3237	0.328	-0.2085	-0.433
O	29.7715	9.6484	34.5422	0.0192	0.3653	0.3108
O	5.8863	3.3102	37.87	-0.1815	0.0177	0.1052
O	0.804	3.5429	0.2041	-0.2992	0.0772	-0.0944
O	12.8023	11.1536	35.0665	-0.1318	-0.5154	0.219
O	28.8205	6.4965	0.1489	0.0222	-0.4813	0.0281
O	29.3224	11.2521	37.0351	0.1886	0.5975	-0.0658
O	22.713	-0.9183	36.7087	-0.0585	-0.4761	0.25
O	14.9274	9.5949	35.0078	-0.085	0.1449	-0.3907
O	25.9008	4.2239	0.0008	0.1042	0.4409	-0.4336
O	11.5536	7.795	0.3173	0.251	0.4236	0.1984
O	3.1898	8.5736	36.9277	-0.5464	-0.4018	-0.5154
O	2.1544	3.2392	38.879	-0.368	-0.1827	-0.0448
O	24.6111	0.4049	31.2829	0.5748	0.2286	0.0832
O	23.8102	14.1803	34.5444	0.3574	-0.2037	0.473
O	22.9976	1.903	29.8412	-0.0583	0.4136	0.0658
O	15.9767	13.8168	37.8673	-0.1484	-0.0802	-0.0632
O	22.7813	10.0824	0.3485	0.2903	-0.2167	-0.1334
O	0.9758	14.3191	38.5195	0.4909	-0.0023	0.0434
O	4.9866	10.4956	36.4573	0.2775	0.391	0.6225
O	1.4635	3.5566	36.2964	-0.8419	-0.1654	-0.0305
O	21.5778	6.7524	35.0846	0.395	-0.6792	-0.0767
O	15.169	15.1985	29.9392	0.162	0.3262	0.4922
O	14.5223	8.1253	37.1372	-0.0143	0.0708	0.0034
O	25.0485	12.3828	38.0311	-0.6105	-0.1041	-0.2306
O	5.6696	4.5547	35.4191	0.3461	0.3762	-0.0889
O	22.0912	0.0175	31.5904	0.1023	-0.3044	-0.3285
O	5.4322	10.8689	29.1535	-0.0333	0.1228	0.0551
O	17.6297	9.3542	0.432	0.2978	0.3163	0.1151
O	11.5206	-0.997	36.945	-0.4256	0.4352	-0.1511
O	3.6755	10.2948	38.7714	0.0796	0.2654	-0.2489
O	0.2844	6.3259	35.4935	0.2203	-0.1308	0.0029
O	24.7945	8.9995	29.7281	-0.154	-0.0261	-0.0645
O	26.9249	13.8503	37.0692	-0.3547	0.2054	-0.0693
O	11.4483	2.6868	33.7959	0.3401	-0.2825	0.0274
O	1.0955	9.3622	38.3434	-0.2207	-0.4402	-0.1237
O	8.1757	8.7138	38.8531	0.2791	0.5004	-0.3445
O	16.5534	7.5624	35.415	0.043	0.2173	0.5387
O	28.3671	2.7163	33.2558	0.5761	-0.2885	-0.2143
O	9.2241	2.6376	35.0906	-0.1674	-0.1449	0.0447
O	6.9798	15.1836	31.4036	-0.107	-0.1347	0.1862
O	-0.1702	15.2691	36.3317	-0.4426	0.2216	0.0031
O	10.5221	12.5175	34.2415	-0.5529	0.0186	0.0687
O	4.0833	-0.1577	34.4048	-0.4341	-0.208	-0.4925
O	30.9621	3.7633	30.2043	-0.2758	-0.0275	0.6352
O	10.7483	14.5402	32.6127	0.081	-0.0276	-0.5147
O	27.6588	12.7082	31.5194	-0.0348	-0.271	0.5283
O	31.0327	15.0966	29.7456	0.6636	0.1356	0.1589
O	29.3387	0.8437	30.1246	-0.365	0.0165	0.3738
O	28.1249	14.2154	33.7386	-0.3852	-0.2643	0.1897
O	14.4339	3.4746	0.1177	0.0536	-0.3256	-0.482
O	1.2353	0.8147	31.8254	0.1226	-0.2772	-0.5018
O	17.864	14.4786	31.2148	-0.6021	0.3346	-0.2079
O	23.7343	7.4845	36.4844	0.0547	0.0795	0.1544
O	0.7048	0.542	38.3059	0.2224	0.202	-0.3409
O	9.9747	9.7435	30.3177	-0.2342	0.4545	0.1915
O	7.4549	6.2966	38.318	0.1101	-0.4428	-0.1309
O	21.8846	10.3338	29.494	0.3958	-0.1496	-0.1212
O	27.3926	4.1287	31.3109	-0.1633	-0.4689	-0.177
O	5.6344	7.9887	37.4403	0.3849	0.3218	-0.0863
O	29.1761	13.7836	38.4926	0.2185	-0.3544	-0.3882
O	0.5576	14.3194	0.8421	0.0038	0.0413	0.2796
O	15.4932	0.7356	34.4838	0.1326	-0.6362	-0.3398
O	8.5166	12.4732	37.02	0.0831	-0.3962	-0.48
O	13.9542	-0.4781	36.207	0.1432	-0.0528	0.3136
O	16.0817	8.1224	28.4715	0.2424	-0.1526	0.1289
O	24.7031	4.1144	30.647	-0.0799	-0.3514	0.3624
O	5.3554	2.2041	34.4455	0.2417	0.0259	0.3997
O	14.9462	1.9181	36.8073	-0.2488	-0.0968	0.3324
O	17.1782	2.6482	30.9211	0.1136	0.2318	0.5047
O	29.8125	4.7724	35.4629	0.4383	-0.1274	-0.1336
O	1.2611	12.3763	30.0881	0.2055	0.0163	0.2093
O	-0.9745	10.9868	33.419	0.05	0.3732	-0.3796
O	17.293	0.9765	0.1189	-0.1308	-0.024	-0.3677
O	21.4371	0.2298	38.771	-0.1292	-0.1263	-0.1215
O	21.4505	12.8071	30.6975	0.1485	0.4562	-0.2929
O	16.7181	12.2911	32.0281	0.059	-0.2829	0.3262
O	11.977	0.435	31.8561	0.5347	0.5454	0.3404
O	8.5117	13.2484	32.4189	-0.5452	0.0759	0.2651
O	21.839	13.2646	33.1469	-0.1507	0.143	0.4708
O	18.9132	0.6944	30.8527	0.2759	0.3173	0.3402
O	10.6008	11.8546	31.7839	0.3195	-0.0214	-0.1668
O	25.4468	1.9666	36.8108	0.298	0.4028	0.0123
O	10.8651	3.0373	37.1431	0.1756	-0.6214	0.0904
O	19.0593	10.5566	38.7566	-0.1656	0.0458	0.0923
O	23.9756	4.9817	33.0179	-0.581	0.3624	0.1743
O	8.3497	3.602	37.3248	0.184	0.4884	0.2544
O	3.0518	14.2701	30.4541	0.3259	-0.2072	0.0955
O	10.1022	11.1379	38.8599	-0.0676	-0.2936	-0.0353
O	9.8342	0.6933	33.3308	-0.468	-0.2793	0.1788
O	25.4487	12.147	35.5059	0.0183	0.3117	-0.1425
O	12.6818	13.702	35.2624	0.6122	-0.1761	-0.2106
O	1.5969	7.1238	30.3307	0.3076	0.4151	0.1175
O	1.2752	2.484	33.8146	-0.3774	0.0816	0.0504
O	8.8153	14.1435	29.932	0.0806	-0.3859	-0.1279
O	27.8849	-0.2509	38.3774	0.3078	0.144	-0.31
O	27.5693	4.5588	36.6587	-0.7311	-0.2234	-0.413
O	3.3243	3.8487	34.5151	-0.0729	0.5165	-0.2558
O	23.0785	8.8162	31.7909	-0.0277	-0.0223	0.265
O	12.6172	14.9144	30.1748	-0.4109	-0.2261	-0.2198
O	27.5018	10.2748	38.8614	0.2453	-0.3373	0.2417
O	3.7025	4.5213	37.2236	-0.065	0.311	0.1158
O	3.0119	7.9328	32.3588	0.0281	-0.1491	0.3452
O	2.8855	5.3605	31.7821	-0.3495	0.061	0.2951
O	17.1748	6.433	33.0488	-0.118	0.3034	-0.1634
O	5.0603	8.4885	34.8931	-0.067	-0.3393	-0.0951
O	15.7038	4.6548	31.7098	-0.3947	0.1393	0.3417
O	13.2371	4.0315	37.1721	-0.004	0.4492	-0.6314
O	6.4862	13.0269	38.4715	0.1102	-0.6994	-0.2121
O	12.6427	5.7661	30.207	-0.3343	0.067	-0.0219
O	25.3718	10.2789	0.5071	0.4889	-0.0124	-0.3182
O	30.4878	8.8937	32.1158	0.0078	-0.5075	0.0621
O	15.7279	11.3818	38.8059	-0.1945	-0.4212	-0.1533
O	5.505	2.3773	0.9216	0.2504	-0.1765	-0.1304
O	9.8493	5.134	35.8126	-0.1038	-0.03	-0.2557
O	26.6494	5.0397	29.0242	0.1354	0.3715	-0.1194
O	15.1462	2.1171	32.2341	-0.5991	-0.3611	-0.0578
O	3.7825	9.2319	30.2278	-0.0804	-0.0682	0.2647
O	20.5372	1.3874	33.2368	-0.5151	0.1741	0.242
O	28.8735	6.6771	37.5969	0.1325	-0.2576	-0.1524
O	24.6536	5.2007	35.556	-0.4685	-0.435	0.2484
O	19.0417	7.4702	34.601	-0.0943	0.4796	0.1603
O	19.9644	15.248	32.3932	0.0546	-0.543	0.4874
O	30.6573	14.6243	34.404	0.1152	-0.0707	-0.3785
O	0.8547	6.5773	32.8897	-0.0864	-0.2705	-0.0305
O	30.3031	8.8336	36.9765	-0.0101	-0.284	-0.2715
O	6.0835	12.8077	35.8798	-0.1907	0.5151	-0.4807
O	24.0524	14.1743	31.8584	-0.2573	-0.1917	-0.2024
O	2.2312	12.8454	32.5383	-0.1081	0.1729	0.1692
O	12.2332	9.8162	31.6072	0.1311	-0.3982	0.6438
O	-1.1828	10.1606	30.0893	0.5778	0.4539	0.3292
O	21.0808	8.7006	33.5471	-0.2058	0.5614	0.2878
O	3.0834	2.7356	31.8585	0.3844	-0.4371	0.1015
O	0.6324	14.6002	31.4049	-0.4334	-0.1743	-0.3729
O	11.1068	12.1457	36.7307	0.0606	-0.4865	0.13
O	24.0761	0.4912	38.5266	0.0532	-0.2838	0.5839
O	21.7693	3.1089	34.8107	0.3705	0.1602	0.0406
O	10.6325	5.2324	31.8418	-0.284	0.2112	0.1298
O	3.7719	12.1669	34.6482	-0.0087	0.6789	0.3215
O	20.4601	6.3225	32.6922	-0.061	0.0425	-0.1814
O	15.5591	4.4536	36.1668	-0.3392	0.6336	-0.2169
O	15.3737	3.737	38.6564	0.0309	-0.4987	0.0053
O	20.2766	9.0725	0.1121	0.0955	-0.0871	-0.7701
O	29.6497	3.5977	37.926	-0.1998	-0.3995	0.4947
O	28.9093	15.1367	36.1903	0.2105	0.1024	0.0802
O	25.5057	7.3638	34.4767	0.0773	-0.4606	-0.2378
O	14.4171	15.4508	0.2281	0.3392	0.2776	-0.1514
O	0.0329	13.1326	34.7935	0.2514	-0.0815	0.143
O	19.8523	14.8614	29.6483	-0.2099	-0.1626	0.0209
O	17.7034	11.9813	37.0715	-0.092	-0.0586	-0.4475
O	14.0999	7.1137	34.7542	0.2628	-0.2976	-0.3386
O	22.8588	11.3064	35.5353	-0.0034	0.2275	-0.2589
O	21.6581	9.1103	36.3504	-0.4243	-0.1087	-0.0607
O	29.7469	8.3811	29.499	0.4978	0.1173	-0.2658
O	1.4496	11.0546	34.3889	0.0855	-0.178	0.3366
O	12.5249	4.9411	34.6526	-0.2136	-0.0191	0.5445
O	-1.019	6.8491	37.7395	0.191	0.1249	0.239
O	14.022	8.6356	30.0544	-0.5227	0.0291	0.0826
O	7.54	8.9822	34.0533	0.2657	-0.1126	0.402
O	28.0438	2.8089	0.3452	-0.1042	0.2489	0.1816
O	14.6727	10.789	31.413	0.3968	-0.2534	0.0288
O	7.2814	1.1408	37.2547	0.4152	-0.2333	-0.0798
O	9.1446	3.1509	32.5248	-0.4087	-0.1684	-0.0916
O	22.9072	2.2654	32.4654	0.5562	0.4256	0.2373
O	2.6604	12.9227	0.0893	0.7812	-0.1425	-0.3476
O	5.4214	8.9754	32.3359	0.5309	-0.1862	-0.4291
O	22.3522	5.3655	31.0187	-0.0059	0.2263	-0.4086
O	17.726	3.2396	36.8785	-0.3588	-0.2548	0.144
O	12.0042	-0.2608	34.4238	0.005	0.4272	-0.0358
O	-0.4735	8.5177	34.1251	0.4957	0.4282	0.4374
O	21.4244	6.819	37.6295	-0.3294	0.3884	0.2698
O	22.034	4.2886	37.1566	0.6106	0.0718	-0.0151
O	24.8176	9.7998	34.5572	0.0175	-0.2273	0.3868
O	26.5265	15.046	31.7437	0.2808	0.4951	-0.0525
O	27.7533	9.3314	36.3665	-0.5379	-0.4376	0.2145
O	16.5406	-0.2226	36.6666	0.583	0.1586	-0.4941
O	18.0515	-1.0875	38.7154	0.1592	0.2398	-0.1032
O	9.9291	9.4702	32.9283	0.3518	0.1719	0.3612
O	2.9064	1.579	35.8433	0.0712	0.1881	0.4338
O	2.4282	-0.7966	36.6561	0.142	-0.3621	-0.1776
O	15.1182	11.848	36.3395	-0.2358	0.3163	0.0225
O	8.1559	7.8003	31.901	-0.0982	0.2887	-0.139
O	6.6633	0.058	34.8276	0.3891	-0.2889	-0.2577
O	9.3016	7.1199	34.1489	-0.2772	-0.5422	-0.3687
O	16.0336	7.3245	0.0955	-0.8009	-0.3486	-0.2087
O	24.1124	11.954	33.2909	0.3687	-0.1161	-0.6629

Results
total energy: -217406.463 eV
total energy less fixed offsets of O -438.35, Si -107.03 eV per atom: -2.793 eV
